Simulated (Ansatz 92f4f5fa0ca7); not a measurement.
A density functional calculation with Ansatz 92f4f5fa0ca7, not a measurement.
Periodic cell of 223 atoms, Si131O90As2, from a study of silicon, its oxide and their interface. The atomic structure is a simulated model.
Doubt: the cutoff is far below the 930 eV that the study's wrapper takes by default for these files, so forces and energies are approximate.
This geometry differs little from another in the collection (a relaxation step or a small displacement).

Settings: functional PBE; potential files Ansatz PAW; basis plane waves; wave-function cutoff 580 eV; density cutoff ratio 5; exchange-correlation grid ratio 1; k mesh 1 x 1 x 1, Gamma-centred; self-consistency stop 5e-08 eV per atom in the density residual; occupations fixed; spin none; net charge 0.

Cell vectors (angstrom)
a	10.938	0	0
b	0	10.938	0
c	0	0	32.1988

Atoms: element, x, y, z (angstrom)
Si	10.5703	0.2019	24.8803
Si	5.7225	10.6547	24.7604
Si	2.4589	2.8951	24.6616
Si	8.4089	2.4383	24.8379
Si	0.2568	5.1457	24.7721
Si	5.1316	5.7232	24.7151
Si	2.9184	7.9831	24.6168
Si	7.9233	8.4124	24.7422
Si	1.3126	1.3618	26.0514
Si	6.8301	1.2908	26.1304
Si	4.0245	4.0849	26.0086
Si	9.588	4.0411	26.094
Si	1.38	6.8095	26.0118
Si	6.7542	6.8315	26.037
Si	4.0859	9.5157	26.0118
Si	9.4491	9.5489	26.1566
Si	2.721	-0.0188	27.3588
Si	8.1508	-0.0318	27.5596
Si	-0.0035	2.7059	27.4944
Si	5.4339	2.7334	27.3751
Si	2.7134	5.4554	27.439
Si	8.1781	5.4609	27.3672
Si	-0.0135	8.1736	27.382
Si	5.4291	8.1853	27.4552
Si	4.0763	1.359	28.7519
Si	9.5646	1.3466	28.8456
Si	1.3518	4.1031	28.8164
Si	6.8218	4.0919	28.7515
Si	4.0837	6.8104	28.8083
Si	9.552	6.8189	28.7581
Si	1.362	9.5529	28.7479
Si	6.7772	9.5404	28.8537
Si	0.0157	-0.0207	30.1562
Si	5.4405	0.0143	30.162
Si	2.7332	2.7328	30.1483
Si	8.1924	2.742	30.1525
Si	-0.0142	5.4756	30.1535
Si	5.4746	5.4586	30.1494
Si	2.7255	8.2035	30.1459
Si	8.2022	8.1904	30.1544
Si	1.3673	1.3673	31.515
Si	6.8362	1.3673	31.515
Si	4.1018	4.1018	31.515
Si	9.5708	4.1018	31.515
Si	1.3673	6.8362	31.515
Si	6.8362	6.8362	31.515
Si	4.1018	9.5708	31.515
Si	9.5708	9.5708	31.515
Si	2.7345	0	0.6835
Si	8.2035	0	0.6835
Si	0	2.7345	0.6835
Si	5.469	2.7345	0.6835
Si	2.7345	5.469	0.6835
Si	8.2035	5.469	0.6835
Si	0	8.2035	0.6835
Si	5.469	8.2035	0.6835
Si	4.1183	1.3645	2.0516
Si	9.5608	1.3789	2.0474
Si	1.3669	4.1212	2.0444
Si	6.831	4.1207	2.0411
Si	4.1043	6.8363	2.0633
Si	9.5828	6.8335	2.0456
Si	1.4072	9.5405	2.0322
Si	6.8254	9.5937	2.0455
Si	0.0431	-0.009	3.3233
Si	5.4925	0.0283	3.4615
Si	2.7883	2.7924	3.3721
Si	8.2155	2.7968	3.4141
Si	0.0354	5.5059	3.4388
Si	5.4853	5.4824	3.4233
Si	2.7926	8.2325	3.4627
Si	8.2048	8.22	3.3635
Si	1.4117	1.3799	4.6242
Si	6.8505	1.4611	4.7924
Si	4.1603	4.0957	4.8196
Si	9.5705	4.1623	4.7972
Si	1.4341	6.8481	4.8214
Si	6.8326	6.8971	4.7504
Si	4.1644	9.5932	4.8797
Si	9.6421	9.5509	4.6603
Si	2.7367	0.1023	6.095
As	8.2243	-0.0368	6.0326
Si	0.0375	2.6923	5.9875
Si	5.4702	2.7246	6.3137
Si	2.8142	5.4855	6.198
Si	8.1535	5.5372	6.1371
Si	-0.0009	8.186	6.1349
Si	5.5532	8.212	6.2475
Si	3.8003	1.5802	7.6363
Si	9.8177	1.1659	7.337
Si	1.5978	3.8052	7.3055
Si	6.6196	4.417	7.5315
Si	4.3993	6.6559	7.5623
Si	9.2995	7.1046	7.4696
Si	1.1024	9.9024	7.2957
As	6.9251	9.4319	8.025
O	8.4687	8.4701	7.8089
O	2.6879	2.7606	7.9968
O	9.5128	1.3323	24.2782
O	4.0387	6.8449	24.1462
O	-0.0451	0.0297	7.8641
O	5.4873	5.5072	8.0751
O	6.8364	9.5501	24.2119
O	1.3557	4.0433	24.1859
O	3.8186	7.4475	8.911
O	0.6209	4.3807	8.4887
O	9.7486	6.316	8.8689
O	1.9546	9.3724	8.5931
O	7.4274	3.8717	8.8686
O	4.2276	0.882	9.0876
O	6.6666	8.5889	9.6423
O	9.0725	1.7851	8.6608
O	7.6739	3.1075	23.5351
O	10.4706	5.8096	23.4635
O	5.0646	0.4043	23.4271
O	5.8201	5.0435	23.3881
O	3.0743	2.1759	23.3006
O	2.2779	8.683	23.2466
O	8.5937	7.7227	23.4026
O	0.2123	10.2938	23.6173
Si	4.352	1.5287	22.4936
Si	3.3921	7.8195	14.2037
Si	7.0708	0.889	14.7034
Si	0.9209	9.3113	22.5513
Si	1.1058	4.1907	11.8708
Si	6.2117	8.8899	15.381
Si	0.6252	1.2513	12.3723
Si	8.5877	4.8961	20.5528
Si	0.2384	5.6957	9.355
Si	5.0518	3.0402	17.9837
Si	0.8398	3.6597	16.7967
Si	10.337	2.7717	19.2739
Si	5.2413	1.0643	10.3864
Si	0.8423	0.1169	19.884
Si	6.5438	9.1974	11.1409
Si	9.267	9.6029	18.4167
Si	9.3204	9.086	12.6849
Si	6.5277	3.7997	22.6142
Si	2.3765	8.0387	9.4079
Si	10.5357	7.2779	17.2316
Si	2.4248	6.2433	16.7655
Si	10.1443	4.3921	14.2146
Si	6.09	9.1143	18.5838
Si	7.9105	2.4836	9.571
Si	8.8355	2.0395	12.4785
Si	5.3094	6.1633	18.144
Si	3.87	0.4856	19.5137
Si	4.185	3.688	12.1175
Si	5.4246	6.3983	12.4773
Si	7.9677	2.4151	17.2485
Si	4.2812	2.3667	15.0404
Si	1.503	1.1099	15.3322
Si	1.5066	9.2862	12.1191
Si	7.9896	6.7119	13.9793
Si	10.3308	9.7239	15.5959
Si	9.7818	6.9748	22.5675
Si	8.0622	5.3979	17.4574
O	5.8566	7.8921	11.9017
O	5.9943	9.1357	16.9649
O	7.6102	1.2967	13.223
O	0.8865	1.6596	13.9302
O	9.4028	6.1526	16.9622
O	6.6876	5.9353	13.3994
O	5.1141	4.569	18.6644
O	9.1651	2.0704	18.3273
O	2.3164	0.0373	19.1071
O	9.3402	10.1338	16.8514
O	2.7169	4.2756	11.6836
O	5.0011	10.2404	19.1625
O	9.3656	3.1713	13.4947
O	0.4036	1.7006	20.0005
O	3.1257	1.1955	15.1589
O	8.1061	5.2988	19.0687
O	3.8377	6.5169	17.531
O	4.4765	3.1999	16.4456
O	9.0606	5.5799	14.4241
O	5.4126	2.7149	22.1487
O	10.654	4.0087	15.6959
O	0.2625	3.7895	18.3172
O	10.3834	10.4388	19.2736
O	9.5816	9.8524	14.1422
O	10.8835	8.0816	22.1122
O	1.1913	2.0833	16.5968
O	9.6786	3.6798	20.4649
O	8.0901	3.9487	16.726
O	-0.1073	8.9585	12.0152
O	6.5272	2.3162	18.0103
O	5.5427	10.559	11.1533
O	7.683	9.5511	18.942
O	9.9776	0.8879	12.1741
O	1.3268	6.8572	9.084
O	0.5671	4.6799	13.339
O	5.6862	7.5451	19.0507
O	5.1633	4.9548	11.6919
O	2.549	7.0421	15.3588
O	0.816	2.6147	11.5044
O	0.7902	10.6034	15.6297
O	2.3408	8.4831	10.967
O	4.6603	2.2892	11.3451
O	4.0853	3.3569	13.7391
O	2.1297	4.6412	16.5829
O	10.7012	8.1574	15.8584
O	6.8379	10.2269	14.7138
O	2.301	8.828	13.4856
O	8.0159	1.4371	15.9339
O	3.9816	6.6718	13.2022
O	4.1359	1.9385	18.783
O	7.2454	4.3878	21.2987
O	8.4363	2.7759	11.0807
O	1.1081	6.7743	17.6
O	5.6292	1.5508	14.8277
O	8.0331	9.6468	11.7835
O	9.1831	6.2356	21.2555
O	8.8587	7.5461	12.9024
O	1.5858	-0.0066	11.9549
O	6.5976	6.0708	17.113
O	7.3588	7.7421	15.1011
O	1.1941	10.2515	21.2608
O	9.909	8.1043	18.4814
O	3.894	0.7869	21.1253
O	0.2752	5.2048	10.8945
O	6.6558	1.4681	9.6838
O	4.7117	8.6082	14.7782

Results
free energy: -144174.720 eV
free energy less fixed offsets of As -4856.12, O -568.88, Si -635.61 eV per atom: 1.630 eV

Forces (eV/angstrom), in the order of the atoms: element, x, y, z
Si	0.0021	-0.0026	0.0001
Si	-0.002	-0.0022	-0.0029
Si	0.0005	-0.0025	-0.003
Si	-0.001	0.0006	-0.0032
Si	-0.0001	-0.0013	-0.0022
Si	-0.0001	-0.0012	-0.0023
Si	0.0018	-0.0021	-0.0001
Si	-0.0004	-0.0038	-0.0023
Si	-0.0017	0.0029	0.0019
Si	0.0032	-0.003	0.0023
Si	-0.0015	0.0012	0.0007
Si	0.0025	-0.0031	0.0009
Si	0.0018	-0.0012	0.0002
Si	-0.0021	0.0017	0.0006
Si	0.0013	-0.0024	0.0003
Si	-0.0033	0.0014	0.004
Si	0.0005	-0.0013	-0.0023
Si	-0.0001	0.0009	-0.0024
Si	-0.0004	-0.0003	-0.0031
Si	0.0009	-0.0011	-0.0012
Si	-0.0007	0.0003	-0.0033
Si	0.0008	-0.0009	-0.0019
Si	0.0005	-0.0008	-0.0006
Si	0.0007	0.0006	-0.0041
Si	0.0013	-0.0003	0.0051
Si	-0.0018	0	-0.0058
Si	-0.0001	-0.0036	-0.0028
Si	0.0021	-0.0029	0.0055
Si	-0.0006	0.0003	0.0004
Si	0.0007	0.0023	0.0034
Si	-0.0022	0.0001	0.0055
Si	0.0062	-0.0005	-0.0072
Si	0.0027	-0.0022	0.0004
Si	-0.003	0.0033	0.0006
Si	0.0019	-0.0017	0.0005
Si	-0.0028	0.0016	0.0006
Si	-0.0022	0.0022	0.0007
Si	0.0022	-0.0012	0.0011
Si	-0.0014	0.0034	0.0008
Si	0.0009	-0.0017	0.0011
Si	0.0589	-0.0522	0.0369
Si	-0.0611	0.081	-0.0022
Si	0.0486	-0.0907	0.0232
Si	-0.082	0.0535	0.0237
Si	-0.094	0.0572	-0.0343
Si	0.0821	-0.0759	0.0586
Si	-0.1547	0.0368	0.0301
Si	0.0572	-0.0793	0.0423
Si	0.1427	-0.0096	-0.0293
Si	-0.0633	0.1068	-0.0689
Si	-0.0263	0.0442	0.0102
Si	0.0743	-0.0418	-0.0028
Si	-0.0377	0.1664	-0.0483
Si	0.072	0.0124	-0.0444
Si	0.0975	-0.1329	-0.0492
Si	-0.0472	0.0172	0.0438
Si	-0.0002	0	-0.0033
Si	0.0007	0.0015	0.0034
Si	-0.0074	-0.0019	-0.0001
Si	0.0009	0.0031	-0.0047
Si	0.0008	0.0028	0.0006
Si	0.0005	0.0018	0.0003
Si	0.0072	0.0045	-0.0059
Si	-0.0109	0.0006	0.0049
Si	0.0051	-0.0034	0.0031
Si	-0.0036	0.0026	-0.0015
Si	0.0004	-0.0036	0.009
Si	-0.0089	0.0016	-0.0005
Si	-0.0073	0.0031	-0.0033
Si	0.0107	0.0053	0.0003
Si	-0.0033	-0.0038	-0.0031
Si	0.0111	-0.007	0.0062
Si	-0.0001	-0.0004	-0.0006
Si	0.0106	-0.0104	0.0065
Si	-0.0033	0.0014	0.002
Si	-0.0061	0.0057	0.0019
Si	0.0017	0.0032	0.007
Si	-0.0095	-0.0037	-0.0052
Si	0.0071	-0.002	0.0035
Si	-0.0227	0.0196	0.0219
Si	-0.0012	-0.0028	-0.0056
As	0.0122	-0.004	0.0017
Si	-0.0073	-0.0129	0.0032
Si	0.0013	-0.017	-0.0103
Si	0.0022	0.0005	0.0042
Si	-0.0033	-0.0027	-0.0012
Si	-0.0067	-0.0054	-0.0082
Si	0.0141	0.0068	0.019
Si	-0.0009	-0.0039	0.0143
Si	0.0133	-0.0203	0.0159
Si	-0.0122	0.0093	0.0033
Si	-0.0001	0.0102	0.0119
Si	0.0009	0.0053	0.0066
Si	0.016	-0.0102	-0.0171
Si	-0.0063	0.0072	0.0057
As	0.0106	0.0203	-0.0477
O	-0.0316	0.0154	0.0068
O	0.0099	-0.0044	0.0066
O	-0.0028	0.0022	0.0021
O	-0.0014	0.0008	0.0003
O	0.0108	-0.0089	-0.0016
O	0.0023	-0.0018	-0.0053
O	-0.0013	0.0025	0.0008
O	-0.0024	0.0005	0.0012
O	0.0142	-0.0047	-0.0098
O	0.0057	-0.0053	-0.0057
O	-0.0046	0.0029	-0.0017
O	-0.0076	0.0174	-0.0025
O	-0.0009	0.0026	-0.0089
O	-0.0098	0.009	-0.0159
O	-0.0102	-0.0191	0.0306
O	-0.0004	0.003	-0.0098
O	0.0016	-0.002	0.0011
O	0.0018	-0.0019	0.0026
O	0.0013	-0.0013	0.0017
O	-0.0006	0.0013	0.0024
O	-0.0007	0.0012	0.0023
O	0.0007	-0.0021	0.0008
O	-0.0012	0.0001	0.0021
O	-0.0037	0.0037	0.004
Si	-0.0002	-0.0016	-0.0036
Si	-0.0016	-0.0004	0.0038
Si	-0.0011	-0.0023	0.004
Si	0.0021	-0.0011	-0.0051
Si	-0.0016	-0.0025	0.0005
Si	-0.0007	0	0.0011
Si	-0.001	-0.0007	0.0009
Si	-0.0011	-0.0014	-0.0012
Si	0.0048	0.0005	-0.0009
Si	-0.0006	-0.0005	0.0004
Si	0.0006	-0.0014	0.0005
Si	-0.0003	-0.0016	-0.0007
Si	0.0021	-0.0034	0.0145
Si	-0.003	-0.0024	-0.0019
Si	0.0007	0.0081	-0.0095
Si	-0.0015	-0.0007	-0.0001
Si	0.0012	0.0022	0.0077
Si	0.0009	-0.0004	-0.0017
Si	-0.0018	-0.0059	0.0011
Si	-0.0005	-0.0005	0.0031
Si	-0.0014	-0.0004	0.0017
Si	-0.0023	-0.0018	0.0031
Si	0.0003	-0.0018	0.0001
Si	-0.0043	0.0027	0.0136
Si	0.0015	-0.0022	0.0048
Si	-0.0007	-0.0003	-0.0001
Si	0.0002	-0.0012	0
Si	-0.0004	0.003	0.0046
Si	0.0004	-0.0014	-0.0017
Si	-0.0013	-0.0027	0.0005
Si	0.0003	0.0002	0.0026
Si	-0.0022	-0.0019	0.0045
Si	0.0021	-0.0022	0.002
Si	-0.0019	-0.0014	0.0069
Si	-0.0005	0.001	0.0024
Si	-0.0015	-0.0004	-0.002
Si	-0.0005	-0.0008	0.0004
O	-0.0013	-0.01	0
O	-0.0006	-0.0023	0.0006
O	0.0004	0.0008	-0.0041
O	-0.0002	0.0026	-0.0017
O	-0.0012	-0.0016	-0.0009
O	0.0019	0.0003	-0.0011
O	-0.0012	-0.0015	-0.0012
O	0.0003	0.0014	-0.0004
O	-0.0003	-0.0018	0.0001
O	-0.0017	-0.0029	-0.0011
O	-0.0053	0.0012	-0.0013
O	-0.0017	-0.0005	0.0002
O	-0.0024	-0.0006	-0.0041
O	-0.0009	-0.0003	-0.0002
O	0.0021	-0.0015	-0.002
O	0.0002	-0.0012	0
O	0.0014	-0.0023	-0.0015
O	0.0008	-0.0003	0.0002
O	-0.0012	0.0019	-0.003
O	-0.0001	-0.0006	0.0002
O	-0.0011	-0.0017	0.001
O	-0.0013	-0.0018	0.0003
O	0.0022	-0.0009	0.0007
O	-0.0006	0.0018	-0.0018
O	-0.0004	-0.0019	0.0015
O	-0.0004	0.0009	0.0001
O	-0.0018	0.0003	0.0008
O	0.0002	0.0006	-0.0002
O	-0.0011	0.0026	-0.0043
O	-0.0009	-0.0005	0.0001
O	0.0049	-0.0076	-0.0022
O	-0.0008	-0.001	-0.0007
O	-0.0038	-0.002	-0.0018
O	-0.0067	-0.0091	-0.002
O	0.0024	0.0009	-0.0036
O	0.0001	-0.0005	-0.001
O	-0.0017	0.0005	-0.0004
O	0.0001	-0.0026	-0.0012
O	-0.0007	0.0047	-0.0035
O	-0.0003	-0.0007	-0.0009
O	-0.0016	0.0037	0.0093
O	-0.0021	0.0008	-0.003
O	-0.0014	-0.0003	-0.0036
O	-0.001	-0.0017	-0.0014
O	-0.0004	-0.0044	-0.0007
O	-0.0008	0.0011	0.0009
O	0.0005	-0.0016	-0.0013
O	0.0006	0.0018	0.0001
O	-0.0003	0.0005	-0.0026
O	-0.0002	-0.0018	-0.0005
O	-0.0001	-0.001	0.0002
O	-0.0008	-0.0007	-0.0053
O	-0.0006	0.0002	-0.0016
O	-0.0002	-0.0038	-0.0013
O	-0.0049	0.0002	-0.0001
O	0.0008	0.0001	0.0008
O	0.0007	-0.0014	-0.0046
O	-0.0009	-0.0017	-0.0018
O	-0.0005	-0.0022	0.0003
O	0.0006	-0.0018	-0.0011
O	0.0004	-0.001	0.0001
O	-0.0002	-0.0008	-0.0014
O	0.0003	0.0007	0.0018
O	0.0005	-0.0047	0.0035
O	0.0034	-0.0043	-0.0075
O	-0.0013	-0.0017	0.0003

The program warned: the cutoff lies below the one the program advises for these potential files; the forces do not sum to zero within the program's tolerance; the exchange-correlation potential is rough where the density is thin.
